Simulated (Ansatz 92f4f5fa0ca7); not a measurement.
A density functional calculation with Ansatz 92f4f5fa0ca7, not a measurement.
Periodic cell of 208 atoms, Si128O80, from a study of silicon, its oxide and their interface. The atomic structure is a simulated model.
This geometry differs little from another in the collection (a relaxation step or a small displacement).

Settings: functional r2SCAN; potential files Ansatz PAW; basis plane waves; wave-function cutoff 800 eV; density cutoff ratio 5; exchange-correlation grid ratio 1; k mesh 1 x 1 x 1, shifted by 0.5 0.5 0 of a step; self-consistency stop 1e-10 eV per atom in the density residual; occupations fixed; spin none; net charge 0.

Cell vectors (angstrom)
a	10.88	0	0
b	0	10.88	0
c	4.175	-4.5406	30.61

Atoms and the computed forces on them: element, x, y, z (angstrom), force x, y, z (eV/angstrom)
Si	1.1204	-1.0119	0.1777	0.0096	-0.0051	-0.045
Si	3.7831	1.6483	0.258	0.0092	-0.0121	-0.0429
Si	1.6022	3.809	0.1364	-0.0082	0.0073	-0.0442
Si	4.4118	-4.3539	0.1045	-0.0061	0.0091	-0.0412
Si	-3.8636	-1.6673	0.0049	-0.0082	0.0065	-0.0427
Si	-1.1329	1.1064	0.0359	-0.0065	0.0063	-0.0491
Si	6.5738	4.286	-0.0099	0.0074	-0.0099	-0.0458
Si	-1.6305	-3.8613	-0.0346	0.0073	-0.0093	-0.0463
Si	2.642	0.0854	1.5463	-0.0009	0.0007	0.0005
Si	5.431	2.7917	1.4234	-0.0007	0.0022	0.0021
Si	2.7637	-5.4573	1.38	0.0011	-0.0003	0.0016
Si	5.4954	-2.7634	1.4181	0.0004	0.0002	0.0031
Si	-2.7257	-0.0526	1.3178	-0.0001	-0.0006	0.0042
Si	-0.0005	2.6703	1.3972	-0.0007	-0.0007	0.0025
Si	8.1358	5.4512	1.318	-0.0013	0.0004	0.0035
Si	-0.0474	-2.7031	1.312	-0.0011	0.0017	0.0023
Si	1.3048	1.4043	2.8949	-0.0014	0.0007	-0.0013
Si	4.0915	4.1161	2.8241	-0.0016	0.0006	-0.0014
Si	1.3515	-4.0637	2.6566	-0.0017	0.0007	-0.0002
Si	4.0786	-1.3649	2.7052	-0.0008	-0.0006	-0.0018
Si	6.8004	1.3467	2.6731	-0.0011	-0.0006	-0.0009
Si	9.5056	4.0871	2.663	-0.0013	0.0001	-0.0003
Si	6.8307	6.776	2.7918	-0.0011	-0.0005	-0.0018
Si	-1.3812	-1.3741	2.7495	0.0005	-0.0005	0.0011
Si	-0.0454	-0.0153	4.1472	-0.0018	-0.0002	0.0013
Si	2.7195	2.7562	4.1652	-0.0006	0.0003	0.0009
Si	-0.0077	-5.4334	4.0273	-0.0008	0.0007	0
Si	2.7063	-2.7162	4.052	-0.0014	-0.0002	0.0003
Si	5.436	0.0002	4.0558	-0.0007	0.0003	0.0008
Si	8.155	2.7225	4.0364	-0.001	-0.0004	0.0005
Si	5.4526	5.4596	4.154	-0.0009	0.0001	0.0009
Si	8.1686	-2.7279	4.1248	-0.0007	0.0009	0.0003
Si	1.3081	-1.3554	10.858	-0.0014	0	-0.0011
Si	4.0726	1.3861	10.8454	0	0.0009	-0.0008
Si	1.3937	4.0861	10.8863	0.0001	-0.0005	0.0007
Si	4.0663	-4.0937	10.8718	-0.0003	0.0002	-0.0001
Si	6.8155	-1.356	10.8886	0.0003	0	0.0007
Si	-1.3689	1.3333	10.8942	-0.0001	-0.0002	0.0009
Si	6.7606	4.0528	10.802	-0.001	-0.0002	0.0004
Si	-1.3348	-4.0162	10.8144	-0.0008	0.0014	0.0004
Si	2.6185	0.0875	12.1448	0.0012	-0.0007	0.0004
Si	5.4989	2.6506	12.2276	0.0001	0.0001	0.0013
Si	2.7504	5.4309	12.2831	-0.0007	0.0004	-0.0013
Si	5.4194	-2.715	12.201	-0.001	0.0002	-0.0005
Si	-2.7103	-0.0255	12.3006	-0.0012	0.0001	0.0004
Si	0.0179	2.7109	12.201	-0.0009	0.0004	-0.0005
Si	8.0865	5.5245	12.0214	0	-0.001	0.0004
Si	0.0141	-2.7298	12.2801	0.0002	-0.0007	0.0003
Si	1.3237	1.3982	13.6691	-0.0015	0.0016	0.0036
Si	4.1602	4.0347	13.5528	0.0001	0.0009	0.0025
Si	1.4025	-4.1062	13.6895	0.001	-0.0012	0.0003
Si	4.0017	-1.289	13.3932	-0.0004	0.0008	0.0015
Si	-4.0519	1.2872	13.7232	0	-0.0013	0.003
Si	-1.4324	4.1609	13.2788	-0.0004	0.0012	0.0031
Si	6.7882	-4.0854	13.5238	-0.0015	0.0002	0.0035
Si	-1.3583	-1.3686	13.6762	-0.0017	0.0018	0.0023
Si	0.2198	-0.2251	15.0083	0.0059	-0.0035	-0.0552
Si	3.0195	2.5091	14.8837	0.0064	-0.0095	-0.047
Si	-0.342	-5.2735	14.7422	0.0006	0.0047	-0.0395
Si	2.543	-2.3854	14.8419	-0.0077	0.0001	-0.0423
Si	5.0966	0.1232	14.8987	0.0009	0.0094	-0.0433
Si	-2.8037	3.007	14.7552	-0.0109	0.0008	-0.0383
Si	5.7818	5.1306	14.8309	0.0101	-0.0085	-0.0486
Si	-2.5313	-3.0091	14.8935	0.0058	-0.0051	-0.054
Si	4.0833	-0.3031	-6.7402	0.01	-0.0054	-0.1156
Si	-0.8746	3.6137	16.9255	0.0071	-0.0033	-0.0964
Si	-1.8612	1.8598	-4.8643	0.0079	-0.0191	-0.1308
Si	0.3691	-5.146	-2.0003	0.0116	0.0046	-0.1176
Si	-0.3564	-0.6014	17.9055	0.0122	0.0029	-0.1072
Si	6.8026	1.062	-6.8819	-0.0132	0.0066	-0.102
Si	1.9222	2.7558	17.642	-0.0165	0.0017	-0.1071
Si	3.406	5.246	-6.4549	0.0157	0.0008	-0.1003
Si	-2.4636	-2.604	17.827	-0.0011	-0.0085	-0.107
Si	5.2503	-4.6778	17.7254	0.0087	0.0132	-0.1073
Si	5.5282	0.2017	-1.9859	-0.0178	0.0059	-0.1012
Si	0.3278	-0.9726	-8.468	-0.0198	-0.0099	-0.1097
Si	3.2261	-0.7848	-3.842	-0.0255	0.0142	-0.123
Si	0.056	-2.5169	-5.9152	-0.0213	0.0017	-0.1074
Si	-0.1542	3.5236	-6.9703	0.0036	0.0106	-0.106
Si	-2.4208	-3.3204	-7.4337	-0.0068	-0.0071	-0.0891
Si	-2.6792	3.9221	21.5173	-0.0014	0.0118	-0.12
Si	8.074	5.3469	18.7515	-0.0008	0.0096	-0.1186
Si	0.9888	-5.2776	-4.9669	0.0249	0.0033	-0.1314
Si	6.4115	1.486	21.3781	0.0077	-0.0055	-0.1006
Si	1.7424	1.2176	-7.3291	0.0067	-0.0024	-0.0952
Si	5.7328	-4.4007	-7.5504	0.0036	0.0039	-0.0778
Si	5.2595	3.5781	-7.9092	-0.0095	0.0042	-0.1024
Si	3.3494	0.86	21.4372	-0.0158	0.0038	-0.1243
Si	1.7081	-5.1208	21.8446	0.013	-0.0116	-0.103
Si	7.8276	2.3545	-2.1728	0.0072	-0.0045	-0.1169
Si	2.5828	-2.8548	-1.8613	-0.0124	0.0045	-0.0981
Si	4.4902	-1.8795	17.1228	0.0008	0.0016	-0.0955
Si	0.5734	0.1089	-4.5795	-0.0073	-0.0051	-0.1053
Si	2.4835	-0.0653	18.6209	0.0021	-0.0177	-0.1107
Si	-2.5207	-0.5654	19.9149	0.0136	-0.0131	-0.1304
Si	3.1523	4.9082	19.5473	0.0024	-0.0117	-0.1294
Si	1.3598	-1.3709	5.4507	-0.0004	-0.0003	-0.0002
Si	4.0855	1.3476	5.4533	-0.0006	-0.0002	0
Si	1.3328	-6.7576	5.4499	-0.0009	0.0003	-0.0002
Si	4.0632	-4.0489	5.4459	-0.0009	0.0008	-0.0005
Si	6.7808	-1.3544	5.4358	-0.0007	0.0009	-0.0001
Si	9.485	1.3835	5.4483	-0.0008	0.0006	0.0001
Si	6.8147	4.0611	5.4501	-0.001	0.0004	-0.0001
Si	-1.3429	6.7838	5.4441	-0.001	-0.0002	-0.0003
Si	2.7175	-0.0054	6.814	-0.0005	0.0001	0.0002
Si	5.4455	2.7108	6.8015	-0.0012	0.0002	0.0008
Si	2.6958	-5.4024	6.7869	0.0002	0	-0.0001
Si	5.425	-2.7047	6.8083	0.0005	-0.0001	-0.0001
Si	8.1223	0.0228	6.7824	-0.0003	0	0.0001
Si	-0.0096	2.733	6.7986	-0.0002	0.0002	-0.0001
Si	-2.708	5.428	6.8089	-0.001	0.0004	0
Si	0.0029	-2.7307	6.8026	-0.0006	0.0003	0.0009
Si	1.3504	1.3687	8.1599	-0.0003	-0.0002	0.0008
Si	4.0577	4.0965	8.099	0.0001	0.0002	-0.0001
Si	1.3602	-4.0692	8.1737	-0.0007	0.0003	0.0006
Si	4.074	-1.361	8.1795	-0.0005	0.0002	0.0007
Si	6.7867	1.3544	8.1739	0.0001	0	0.0005
Si	-1.35	4.078	8.1761	-0.0007	0.0002	0.0011
Si	6.7952	-4.0791	8.1506	-0.0005	0.0005	0.0008
Si	9.4989	-1.3373	8.1006	0.0001	0	0.0001
Si	-0.0383	-0.0078	9.4886	-0.0004	-0.0004	0.0009
Si	2.7331	2.7517	9.4852	-0.0005	0.0003	0.0006
Si	0.0184	-5.4384	9.5268	-0.0009	0.0005	-0.0001
Si	2.7062	-2.713	9.5366	-0.0005	0.0001	-0.0001
Si	5.4333	-0.0056	9.5348	0.0002	0.0001	-0.0002
Si	8.17	2.7023	9.5135	-0.0007	-0.0005	0.0003
Si	5.4008	5.4291	9.4759	-0.0009	-0.0002	0.0008
Si	8.1633	-2.6803	9.476	-0.0005	0.0002	0.001
O	-2.4684	4.8837	20.2489	0.0012	-0.0275	0.0918
O	4.0934	1.3465	15.3395	-0.0045	0.0019	0.0223
O	8.1377	-2.7519	-0.5306	-0.0018	0.0013	0.0219
O	-1.744	2.623	15.9562	0.0218	0.0064	0.0515
O	-1.8278	1.7595	-1.2924	0.0198	-0.0155	0.0615
O	3.409	-2.6769	16.1962	0.021	0.0037	0.0506
O	1.1805	2.7226	-7.4643	-0.0049	0.0001	0.0337
O	-1.0267	-4.6024	-1.3796	-0.0223	0.0141	0.0534
O	-1.3989	-4.1348	15.2372	-0.0028	0.0004	0.0253
O	7.202	3.6253	-1.3802	-0.017	0.0233	0.055
O	-0.3042	0.2282	16.4986	-0.0088	-0.0086	0.077
O	6.2511	-1.0871	-1.3245	0.0188	-0.0209	0.0485
O	6.9392	4.0623	15.3119	0.0001	0.0046	0.0256
O	4.5989	-0.1856	-3.2457	0.0362	0.0103	0.0683
O	7.8465	1.038	-5.6437	0.0281	0.0129	0.0659
O	-0.868	4.0388	-8.3105	0.0122	-0.0261	0.0688
O	5.3641	-0.8271	16.2203	-0.0055	-0.0237	0.0539
O	4.8481	1.3265	21.0417	0.0025	-0.0008	0.0362
O	0.0114	0.0271	-0.4633	-0.0014	0.0011	0.0244
O	2.4761	3.2979	16.2134	-0.0148	0.0026	0.0676
O	7.1059	-3.9579	-6.8505	0.0032	-0.0006	0.0299
O	4.5135	0.8699	-0.9494	-0.0176	0.0192	0.0526
O	2.5579	0.5167	20.0993	0.0191	0.0162	0.0912
O	4.2371	4.6037	20.7316	0.02	0.0083	0.0783
O	-1.4372	2.927	21.8542	0.0102	-0.0144	0.0442
O	6.8854	3.0243	21.2147	0.0008	-0.0029	0.0366
O	-2.0086	-1.3887	21.2319	0.0163	-0.0053	0.0838
O	1.416	-3.9387	-1.9307	0.0042	0.0017	0.0407
O	7.7065	-2.6392	16.3592	0.0043	0.0055	0.0757
O	-1.4833	-2.9232	-6.1891	0.0268	0.0057	0.0472
O	3.869	-3.5538	-1.2061	0.0193	-0.0175	0.0496
O	5.1545	-5.1177	16.1796	-0.0089	0.0165	0.0777
O	-1.2904	0.0958	19.0517	-0.0292	0.0032	0.0609
O	0.289	5.2828	-3.5508	-0.0156	0.0038	0.0986
O	2.4258	-5.2818	-7.6922	0.0116	-0.012	0.0732
O	5.9849	5.006	-8.1731	-0.0012	0.0055	0.0333
O	0.9198	-3.7211	-5.3233	0.0051	-0.0184	0.0442
O	3.8596	-5.0751	18.4254	-0.026	-0.0176	0.0605
O	7.3849	0.5414	-8.3015	-0.0153	0.0147	0.0527
O	2.5974	3.5527	18.8732	0.0168	0.0282	0.0625
O	3.4141	-0.918	-5.4258	-0.0136	-0.0086	0.0888
O	-0.0429	4.7244	16.0775	-0.007	-0.0215	0.0495
O	-0.7172	0.9675	-4.1245	-0.0051	0.0027	0.0396
O	0.066	-1.4036	-4.7628	0.0072	0.0197	0.0491
O	-1.9993	4.3056	17.8314	-0.0286	0.0252	0.0612
O	2.0577	-1.5838	-1.0248	-0.0182	0.0156	0.0538
O	1.0181	0.6439	-6.0235	-0.017	-0.0156	0.0755
O	0.7338	-2.0329	-7.3161	-0.0005	-0.0163	0.066
O	6.4799	5.4137	18.432	0.0175	-0.0073	0.0428
O	2.3882	1.215	17.6454	0.0048	-0.0167	0.0457
O	1.8774	0.128	-3.6003	0.0222	-0.0054	0.047
O	2.71	2.7144	-0.3898	0.0001	-0.0002	0.0225
O	3.8532	-1.4351	-7.8444	0.0027	0.0347	0.0736
O	3.7385	-1.0106	18.26	-0.0219	0.0229	0.0517
O	1.1159	-0.8902	18.4727	0.0086	0.0024	0.0351
O	2.9869	-2.2877	-3.3064	-0.0045	-0.0254	0.0628
O	4.0927	3.8253	-6.8045	-0.0138	0.0069	0.0408
O	0.2971	2.8514	17.745	0.0149	-0.0057	0.0372
O	-2.5079	2.7448	-3.66	-0.0239	0.0117	0.0873
O	-1.5964	-4.3019	-8.4028	-0.0113	0.0192	0.0495
O	6.6761	1.2455	-2.4132	-0.007	-0.004	0.0397
O	6.2754	2.5405	-7.2336	0.0116	-0.0186	0.0373
O	7.9637	-2.0507	-8.2959	0.0033	-0.0139	0.0384
O	5.5602	-4.2961	22.017	0.0069	0.0174	0.0505
O	5.4669	5.4075	-0.476	0.0003	0.0001	0.0211
O	-0.9725	-2.0486	17.5639	-0.0026	0.0036	0.0379
O	-1.0614	-0.2535	-8.0298	0.0079	0.0067	0.0411
O	3.3445	1.0903	-7.1638	0.0021	-0.0079	0.0342
O	2.5583	5.1722	-5.0802	-0.0251	0.0021	0.0557
O	7.665	-1.6149	18.8784	-0.001	0.0267	0.0602
O	5.3811	-3.0536	17.8065	0.0038	-0.0137	0.0322
O	7.3046	0.5631	20.3816	-0.0216	0.024	0.0547
O	4.5731	-4.5017	-6.4132	-0.0143	-0.0038	0.0394
O	-2.268	-4.0471	18.4904	-0.0027	-0.0178	0.0403
O	1.3886	-1.3306	15.3141	-0.0018	0.0025	0.029
O	5.6218	0.0485	-6.4695	-0.0058	-0.0032	0.0377
O	-1.1628	2.6766	-6.0617	-0.0199	-0.0173	0.0608
O	1.9294	-5.1458	20.2355	-0.017	0.0111	0.0701
O	0.1901	4.8184	-6.1036	0.009	0.0168	0.0589
O	0.8831	4.4515	-1.1785	0.0118	-0.0218	0.0569

Results
free energy: -127504.230 eV
free energy less fixed offsets of O -570.45, Si -639.56 eV per atom: -4.550 eV

The program warned: the cutoff lies below the one the program advises for these potential files; the forces do not sum to zero within the program's tolerance; empty levels may hold ghost states of the PAW files; the exchange-correlation potential is rough where the density is thin.
